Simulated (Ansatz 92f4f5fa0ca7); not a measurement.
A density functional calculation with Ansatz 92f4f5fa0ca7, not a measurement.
Periodic cell of 226 atoms, Si132O92P2, from a study of silicon, its oxide and their interface. The atomic structure is a simulated model.
Doubt: the cutoff is far below the 930 eV that the study's wrapper takes by default for these files, so forces and energies are approximate.
This geometry differs little from another in the collection (a relaxation step or a small displacement).

Settings: functional PBE; potential files Ansatz PAW; basis plane waves; wave-function cutoff 580 eV; density cutoff ratio 5; exchange-correlation grid ratio 1; k mesh 1 x 1 x 1, Gamma-centred; self-consistency stop 5e-08 eV per atom in the density residual; occupations fixed; spin none; net charge 0.

Cell vectors (angstrom)
a, 10.938, 0, 0
b, 0, 10.938, 0
c, 0, 0, 31.9494

Atoms and the computed forces on them: element, x, y, z (angstrom), force x, y, z (eV/angstrom)
P, 10.6648, -0.1179, 24.0363, -0.0231, -0.0019, -0.0166
Si, 4.9917, 0.1089, 24.6573, -0.0039, -0.0022, 0.028
Si, 2.731, 2.3204, 24.6576, -0.0249, 0.0133, 0.0406
Si, 8.5534, 2.2998, 24.4964, -0.0079, -0.0019, 0.008
Si, 10.6529, 5.5539, 24.3212, 0.0103, -0.0146, -0.0133
Si, 5.1281, 5.6439, 24.4379, 0.0036, 0.001, -0.0018
Si, 2.8788, 7.9166, 24.4076, 0.0143, -0.0056, 0.0032
Si, 8.4026, 7.8528, 24.4111, -0.0053, 0.0012, -0.0072
P, 1.3315, 1.2586, 26.0838, 0.0073, -0.0273, 0.0117
Si, 6.7742, 1.2965, 25.7177, -0.001, 0.0141, 0.0024
Si, 3.9715, 4.0388, 25.7507, 0.0005, 0.0011, 0.0031
Si, 9.6915, 3.9182, 25.7989, -0.0103, 0.0044, -0.0044
Si, 1.2876, 6.744, 25.6935, -0.0029, -0.0031, 0.0062
Si, 6.7952, 6.74, 25.7548, -0.0157, -0.0114, 0.001
Si, 3.9181, 9.4613, 25.9439, 0.0057, 0.0054, -0.01
Si, 9.5443, 9.5071, 25.6832, 0.0048, 0.0053, 0
Si, 2.6752, -0.0387, 27.3533, 0.0052, 0.001, -0.0122
Si, 8.1815, -0.0618, 27.0876, -0.0038, 0.013, 0.0049
Si, 0.1244, 2.7246, 27.3026, -0.0024, 0.0139, 0.0024
Si, 5.4652, 2.7388, 27.1059, 0.0139, -0.0196, -0.0064
Si, 2.6666, 5.4365, 27.1423, -0.0011, 0.0065, 0.0025
Si, 8.208, 5.3427, 27.0961, 0.0003, -0.0068, -0.0009
Si, 0.0013, 8.1982, 27.0841, 0.0141, -0.014, 0.0137
Si, 5.4884, 8.171, 27.1704, -0.0041, -0.0018, -0.0043
Si, 4.1464, 1.3561, 28.5423, -0.0072, 0.0119, -0.0131
Si, 9.5512, 1.3368, 28.4955, -0.0048, -0.0054, -0.002
Si, 1.4016, 4.1311, 28.6321, 0.0082, -0.0072, 0.0037
Si, 6.8258, 4.0728, 28.5199, -0.0008, 0.0076, 0.0004
Si, 4.0915, 6.8043, 28.4986, 0.0009, -0.0044, -0.0095
Si, 9.5574, 6.8017, 28.4431, 0.0092, 0.0032, -0.0007
Si, 1.2957, 9.5117, 28.5996, -0.0084, -0.0063, 0.0163
Si, 6.8526, 9.5488, 28.5275, 0.0104, -0.0018, 0.0034
Si, -0.0354, -0.0009, 29.9143, 0.0054, -0.0049, -0.0023
Si, 5.4972, -0.0155, 29.905, -0.0076, -0.005, -0.0072
Si, 2.7675, 2.7171, 29.9171, 0.0027, 0.0102, -0.0015
Si, 8.2007, 2.7201, 29.8838, -0.0003, -0.0085, -0.001
Si, -0.0223, 5.4965, 29.9044, -0.0059, -0.0051, -0.0056
Si, 5.4649, 5.4579, 29.8862, 0, -0.0034, 0.0007
Si, 2.7437, 8.1775, 29.8994, -0.0094, 0.0042, -0.0015
Si, 8.2229, 8.1743, 29.8713, -0.0018, 0.0066, 0.0027
Si, 1.3673, 1.3673, 31.2657, 0.0565, 0.0027, -0.0677
Si, 6.8362, 1.3673, 31.2657, 0.1745, 0.0149, 0.076
Si, 4.1018, 4.1018, 31.2657, 0.1315, -0.0549, 0.1175
Si, 9.5708, 4.1018, 31.2657, -0.1182, -0.0687, -0.1128
Si, 1.3673, 6.8362, 31.2657, 0.0192, 0.0429, 0.111
Si, 6.8362, 6.8362, 31.2657, 0.0617, -0.016, -0.1771
Si, 4.1018, 9.5708, 31.2657, 0.0176, -0.0557, -0.0735
Si, 9.5708, 9.5708, 31.2657, -0.2221, -0.2178, 0.057
Si, 2.7345, 0, 0.6835, -0.005, 0.0478, 0.0066
Si, 8.2035, 0, 0.6835, -0.0278, 0.0618, -0.1036
Si, 0, 2.7345, 0.6835, 0.0604, 0.0988, 0.0158
Si, 5.469, 2.7345, 0.6835, -0.0129, 0.109, 0.0802
Si, 2.7345, 5.469, 0.6835, -0.0515, -0.0145, -0.0737
Si, 8.2035, 5.469, 0.6835, -0.0175, 0.084, -0.0282
Si, 0, 8.2035, 0.6835, 0.0624, 0.112, 0.1215
Si, 5.469, 8.2035, 0.6835, 0.0269, 0.1198, 0.0567
Si, 4.0966, 1.3782, 2.0605, 0.0007, 0.0024, 0.0005
Si, 9.5955, 1.3475, 2.0424, -0.0045, 0.0024, 0.0002
Si, 1.3505, 4.1363, 2.0537, 0.0083, 0, -0.0002
Si, 6.8262, 4.1329, 2.0432, 0.0054, -0.0002, 0.0031
Si, 4.0893, 6.8473, 2.0427, -0.0013, -0.0052, -0.0005
Si, 9.5736, 6.8388, 2.0607, -0.0024, 0.0029, 0.0007
Si, 1.357, 9.6023, 2.0543, 0.0044, 0.0025, 0.0009
Si, 6.8262, 9.612, 2.0453, 0.0098, 0.0007, 0.0006
Si, 0.0335, 0.0383, 3.4729, 0.0002, -0.0011, 0.006
Si, 5.4818, 0.0385, 3.4476, -0.0016, -0.0035, 0.0026
Si, 2.716, 2.7701, 3.3986, -0.0068, 0, -0.0027
Si, 8.2532, 2.7775, 3.3376, 0.0049, -0.0007, -0.0122
Si, 0.0261, 5.5169, 3.4698, 0.0007, -0.001, 0.0063
Si, 5.4735, 5.5244, 3.4234, -0.0032, 0.0025, -0.0008
Si, 2.7343, 8.2408, 3.3927, -0.0021, 0.0007, -0.0021
Si, 8.2409, 8.2845, 3.3803, 0.0007, 0.0057, -0.0045
Si, 1.3787, 1.457, 4.8448, -0.0026, -0.0017, -0.0012
Si, 6.91, 1.4719, 4.7216, 0, -0.0007, 0.002
Si, 4.0604, 4.1514, 4.7488, -0.0017, 0.0003, -0.0009
Si, 9.599, 4.0778, 4.773, 0.0019, 0.0002, 0.0013
Si, 1.3662, 6.9722, 4.8354, 0.0007, -0.0018, 0.0004
Si, 6.8401, 6.9876, 4.7243, -0.0013, 0.0014, 0.0007
Si, 4.0933, 9.5721, 4.7829, 0.0001, -0.0014, 0.0007
Si, 9.6215, 9.5771, 4.8324, 0.0006, 0.0016, -0.0016
Si, 2.7572, 0.0311, 6.1321, -0.0016, 0.0027, -0.0027
Si, 8.2927, 0.1148, 6.0837, 0.001, -0.0041, -0.0001
Si, 0.0135, 2.7972, 6.3008, 0.0005, -0.0035, -0.0016
Si, 5.5112, 2.8333, 6.0583, -0.0007, -0.0003, 0.0018
Si, 2.7512, 5.5863, 6.1257, -0.0009, 0.0014, -0.0015
Si, 8.2525, 5.593, 5.9481, 0.0002, -0.002, 0.0001
Si, 0.0456, 8.3033, 6.362, -0.0025, -0.0017, -0.0019
Si, 5.4971, 8.2989, 6.214, -0.0008, -0.0009, 0
Si, 4.4238, 1.1776, 7.3155, -0.0021, -0.0021, 0.0016
Si, 9.8082, 1.1443, 7.6119, -0.0022, 0.0015, -0.0028
Si, 1.1756, 4.5023, 7.4943, -0.0029, -0.004, -0.0004
Si, 6.6385, 4.5368, 7.234, -0.0016, -0.0026, 0.0028
Si, 4.3215, 6.6971, 7.524, -0.0017, 0.0002, -0.0025
Si, 9.7277, 6.6092, 7.489, -0.0012, -0.0006, -0.0005
Si, 1.2771, 9.9365, 7.6927, -0.0005, -0.0014, 0.0022
Si, 6.718, 9.9616, 7.4033, -0.0013, -0.0023, -0.0015
O, 9.4265, 1.022, 23.809, 0.0152, -0.0148, -0.0028
O, 4.0568, 6.8246, 23.9204, -0.0087, 0.0076, 0.0084
O, 3.8619, 1.2256, 24.1459, 0.0099, -0.0084, -0.0305
O, 9.4866, 6.6784, 23.8941, 0.0072, -0.0088, 0.0052
O, -0.0256, 5.5462, 8.0073, -0.0005, 0.001, -0.0006
O, 5.5718, 0.1253, 7.9035, -0.0011, 0.0001, -0.0005
O, 0.0705, 0.0865, 8.1382, -0.0004, -0.0016, -0.0008
O, 5.5322, 5.6067, 7.8683, -0.0004, -0.0017, -0.0016
O, 7.5927, 3.947, 8.4221, -0.0004, -0.0014, 0.0012
O, 8.7222, 7.0401, 8.7472, -0.0012, 0.0001, 0.0017
O, 2.1735, 9.4462, 9.0303, 0.0003, -0.0019, 0
O, 8.8852, 1.6645, 8.9119, -0.0012, -0.0009, 0.0014
O, 7.6119, 9.4658, 8.7026, 0.0002, -0.0027, 0.0021
O, 3.6039, 1.82, 8.5819, -0.001, -0.0004, -0.0004
O, 3.5748, 7.2095, 8.9268, -0.0014, -0.0009, 0.0007
O, 2.0647, 4.011, 8.8048, 0.0007, -0.0017, 0.0011
O, 8.1188, 3.4333, 23.3591, 0.002, -0.0024, -0.0098
O, 0.3971, 4.9199, 22.9244, -0.0129, 0.0095, 0.0132
O, 1.739, 2.7149, 23.4078, -0.0124, 0.022, -0.0256
O, 5.8227, 4.9003, 23.1312, 0.0026, -0.0057, -0.0003
O, 5.4047, 10.0633, 23.4084, 0.005, -0.0134, -0.0012
O, 2.1774, 8.6288, 23.0791, -0.0105, 0.0023, 0.0005
O, -0.3416, 9.6608, 22.7707, 0.01, 0.017, 0.0375
O, 7.6589, 8.5568, 23.1069, 0.0065, -0.0088, -0.0003
Si, 8.6249, 7.6333, 18.3942, -0.0029, -0.0026, -0.0006
Si, 8.7812, 6.3365, 13.6284, -0.0012, -0.0019, 0.002
Si, 3.7878, 1.4986, 14.7088, -0.002, -0.0033, 0.002
Si, 2.1256, 5.6495, 17.6231, -0.0018, -0.0045, 0
Si, 2.3849, 3.0624, 19.546, -0.0009, -0.0018, 0.008
Si, 9.8084, 9.0107, 12.0793, -0.0016, -0.0022, 0.002
Si, 1.0869, 9.2212, 22.0115, 0.0169, 0.0009, -0.0104
Si, 9.1721, 0.9515, 13.1964, -0.0018, -0.0017, 0.0019
Si, 1.4116, 5.0233, 13.0124, -0.0017, -0.0023, 0.0022
Si, 1.7883, 8.2195, 12.8029, -0.0012, -0.002, 0.0016
Si, 6.5789, 9.558, 22.4097, -0.0062, 0.0051, -0.0137
Si, 4.5274, 4.5495, 15.6931, -0.0002, -0.0019, 0.0016
Si, 8.2019, 3.0054, 9.5737, -0.0003, -0.0015, 0.0003
Si, 0.8106, 8.1482, 19.1803, -0.0033, 0.0024, -0.0065
Si, 6.917, 1.3325, 21.0873, 0.005, -0.001, -0.0023
Si, 8.2182, 8.3003, 9.6657, -0.0005, -0.0009, 0.0004
Si, 10.8607, 5.1328, 15.5863, -0.0027, -0.0022, 0.0018
Si, 7.5486, 9.4577, 16.2929, -0.0001, -0.0018, 0.0019
Si, 9.885, 2.0361, 20.2871, 0.0022, 0, 0.0104
Si, 3.2075, 8.4917, 9.9038, -0.0019, -0.0007, 0.0017
Si, 6.6632, 3.2995, 17.4153, -0.0017, -0.0022, 0
Si, 1.0652, 0.1298, 19.818, -0.003, 0.0021, 0.0059
Si, 3.2293, 2.7893, 12.2862, -0.0014, -0.0026, 0.0017
Si, 7.1848, 5.3498, 19.6839, -0.002, -0.004, -0.0017
Si, 5.7425, 8.6452, 11.5346, -0.0006, -0.0019, 0.0019
Si, 5.7804, 6.0532, 13.2013, -0.0005, -0.0019, 0.0024
Si, 4.6221, 9.6628, 17.603, -0.0012, -0.0008, 0.0006
Si, 0.9669, 3.5398, 22.2255, 0.0062, -0.0156, 0.0076
Si, 4.8652, 1.4339, 18.7978, -0.0012, -0.0025, 0.0007
Si, 3.1921, 3.078, 9.5082, -0.0022, -0.0016, 0.001
Si, 6.4509, 10.7953, 13.7695, -0.0004, -0.0018, 0.0018
Si, 10.3364, 0.0779, 15.9692, -0.002, -0.0016, 0.0014
Si, 5.6567, 3.641, 11.1505, -0.001, -0.0024, 0.0017
Si, 9.8396, 3.8818, 11.8922, -0.0022, -0.002, 0.0017
Si, 2.3342, 9.8901, 15.527, -0.0012, -0.0011, 0.0014
Si, 6.0641, 8.0866, 19.7815, -0.0022, -0.0024, 0.0007
Si, 6.9094, 3.9414, 22.3834, 0.0018, -0.0018, -0.0023
Si, 9.7251, 2.7242, 17.369, -0.0023, -0.0003, -0.0004
O, 7.1918, 6.3539, 13.9731, -0.0018, -0.0018, -0.0012
O, 1.8877, 6.9987, 18.6097, -0.0029, 0.0007, 0.0034
O, 10.2319, 3.9568, 16.4748, -0.0027, -0.0021, -0.0023
O, 6.1503, 9.9348, 17.0279, -0.0017, -0.0025, -0.0012
O, 10.1362, 0.6985, 14.4784, -0.0009, -0.003, -0.0002
O, 8.4053, 6.0569, 18.8307, -0.0024, -0.0023, 0.0014
O, 5.1641, 0.6487, 14.4094, -0.0018, -0.0012, -0.0007
O, 5.6643, 2.0221, 17.5129, -0.0016, -0.0019, -0.0006
O, 8.2992, 1.9575, 20.5443, -0.0026, -0.0034, 0.0002
O, 1.9678, 4.2348, 18.4654, -0.0008, -0.0014, -0.0006
O, 6.9592, 2.7885, 10.6332, -0.0024, -0.0014, -0.0008
O, 4.8654, 2.6854, 12.2094, -0.0013, -0.0019, -0.0015
O, 6.0307, 4.343, 16.3299, -0.0021, -0.0026, -0.0009
O, 4.5587, 3.9121, 9.936, 0, -0.0008, -0.001
O, 10.6563, 2.7122, 21.5628, -0.0101, -0.0022, -0.0078
O, 9.7167, 6.1263, 14.9639, 0, -0.0027, 0.0001
O, 5.9869, 6.4521, 19.8527, -0.0005, -0.0007, 0.0001
O, 4.0611, 0.1146, 18.2786, -0.0016, -0.0026, -0.0007
O, 9.2653, 10.5364, 12.2799, -0.0011, -0.0018, -0.0005
O, 2.8473, 4.329, 12.7071, -0.0009, -0.0027, -0.0017
O, 1.6893, 10.5696, 21.2645, -0.0049, -0.0036, -0.0107
O, 3.96, 2.6557, 19.4034, -0.0027, -0.0022, -0.0022
O, 0.7213, 10.0092, 15.9457, -0.0022, -0.0024, -0.0002
O, 1.214, 9.7372, 18.8349, -0.0022, -0.0025, 0.0017
O, 1.6838, 1.5772, 19.3435, -0.0039, -0.0033, -0.0012
O, 8.932, 10.3287, 16.4797, -0.0019, -0.0031, -0.0016
O, 4.871, 8.526, 18.7527, -0.0013, -0.0023, 0.0008
O, 9.5598, 8.7379, 10.4878, -0.0012, -0.0015, -0.0009
O, 6.6922, 4.0458, 18.8605, -0.0018, -0.0001, 0.0008
O, 2.8346, 1.6795, 13.3821, -0.0007, -0.0017, -0.0022
O, 5.7948, 8.7659, 21.2268, 0.0016, -0.004, -0.004
O, 2.536, 2.4349, 10.8609, -0.0012, -0.0016, 0
O, 7.592, 4.8094, 21.172, -0.001, -0.0019, 0.004
O, 5.2077, 7.4614, 12.5562, -0.0011, -0.0019, -0.0017
O, 0.4284, 9.0362, 12.4883, -0.0012, -0.0024, -0.0009
O, 7.5774, 1.0391, 13.5676, -0.0019, -0.0024, -0.0011
O, 7.1, 9.6044, 14.7202, -0.0008, -0.0017, -0.0004
O, 8.9779, 5.0153, 12.685, -0.0011, -0.0016, -0.001
O, 8.041, 7.9812, 16.8749, -0.0019, -0.0008, -0.0006
O, 6.1708, 2.5482, 21.9088, -0.0013, -0.0023, 0.0025
O, 2.4534, 9.0365, 14.0923, -0.001, -0.0017, -0.0003
O, 0.4228, 4.4732, 11.8357, -0.0004, -0.0015, -0.0007
O, 0.7786, 8.0971, 20.8374, -0.0042, 0.0042, 0.0086
O, 9.3812, 3.8147, 10.3383, -0.0003, -0.0014, -0.0002
O, 9.6557, 2.3699, 12.526, -0.0012, -0.0025, -0.0011
O, 7.6128, 8.5087, 19.3658, -0.0011, -0.0026, 0.0005
O, 2.5431, 8.1312, 11.3535, -0.0016, -0.0016, -0.0007
O, 3.9783, 3.0163, 15.3427, -0.0015, -0.0007, -0.0012
O, 0.802, 4.4347, 14.4054, -0.0009, -0.0022, -0.0011
O, 10.0385, 2.9853, 18.9543, -0.0004, -0.0025, -0.0015
O, 9.1379, 7.7864, 12.9493, -0.0014, -0.002, -0.0012
O, 10.4142, 0.5045, 20.0218, 0.0018, -0.0028, -0.0032
O, 6.0255, 5.0232, 11.936, -0.0008, -0.0015, -0.0014
O, 8.1193, 2.6725, 17.0512, 0.0007, -0.0025, -0.0008
O, 3.5215, 5.3832, 16.7329, -0.0019, -0.0025, -0.0007
O, 4.6562, 9.1104, 10.3832, -0.0006, -0.0013, -0.0007
O, 1.5256, 6.6428, 13.1805, -0.001, -0.0022, -0.0017
O, 4.7559, 5.4681, 14.3463, -0.0025, -0.0028, 0
O, 2.0508, 3.7333, 21.0079, 0.0003, -0.0015, -0.0066
O, 10.5256, 1.3535, 16.9741, -0.0014, -0.0026, -0.0004
O, 0.9325, 5.9528, 16.5516, -0.0018, -0.0027, -0.0014
O, 7.3134, 10.929, 21.9156, -0.0008, -0.0014, -0.0034
O, 5.9116, 0.8794, 19.9073, -0.0001, -0.001, 0.0006
O, 6.0763, 10.01, 12.3798, -0.0014, -0.0021, -0.0011
O, 2.8401, 0.5117, 15.5841, -0.0011, -0.0017, -0.0018
O, 7.0412, 7.9832, 10.7634, -0.0024, -0.0009, -0.0012
O, 10.2222, 7.9301, 18.5823, 0.0025, -0.0027, 0.0013
O, 3.4324, 9.1604, 16.5573, -0.0014, -0.0022, 0

Results
free energy: -137746.928 eV
free energy less fixed offsets of O -568.88, P -755.39, Si -635.61 eV per atom: 1.332 eV

The program warned: the cutoff lies below the one the program advises for these potential files; the exchange-correlation potential is rough where the density is thin.
